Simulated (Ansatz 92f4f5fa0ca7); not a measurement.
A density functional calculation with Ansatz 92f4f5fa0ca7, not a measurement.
Periodic cell of 170 atoms, Si94O76, from a study of silicon, its oxide and their interface. The atomic structure is a simulated model.

Settings
functional: r2SCAN
potential files: Ansatz norm-conserving
basis: plane waves
wave-function cutoff: 1300 eV
density cutoff ratio: 4
exchange-correlation grid ratio: 1
k mesh: 2 x 2 x 1, shifted by 0.5 0.5 0.5 of a step
self-consistency stop: 5e-10 eV per atom in the density residual
occupations: Fermi-Dirac, 0.05 eV
spin: none
net charge: 0

Cell vectors (angstrom)
a  10.7644  -0.0376  -0.0447
b  -0.0376  10.9624  -0.0291
c  -0.0934  -0.0606  23.4254

Atoms: element, x, y, z (angstrom)
Si  10.4828  0.1367  23.2602
Si  2.7708  3.0509  0.3493
Si  10.393  5.7617  22.8018
Si  2.8952  7.6899  23.3597
Si  5.4699  -0.0687  23.2461
Si  7.5209  3.1156  23.1004
Si  5.0882  5.1838  23.1897
Si  7.3553  8.4039  23.2212
Si  1.2605  1.3906  1.4809
Si  4.0591  4.411  1.6744
Si  1.1845  6.9375  1.1713
Si  3.946  9.6466  1.1769
Si  6.5058  1.6635  1.1182
Si  9.4131  4.3942  1.0366
Si  6.5268  6.9858  1.4648
Si  9.3001  9.1301  1.1371
Si  2.6834  10.8608  2.652
Si  10.4958  2.9476  2.5283
Si  2.4526  5.6373  2.7075
Si  0.0582  8.3258  2.5567
Si  7.9614  0.3992  2.5338
Si  5.4772  2.9349  2.5821
Si  8.0797  5.6098  2.6122
Si  5.3375  8.4179  2.713
Si  4.0164  1.349  4.0085
Si  1.2208  4.2582  4.239
Si  3.8939  6.9326  4.1367
Si  1.4814  9.6649  4.1333
Si  9.2556  1.5379  4.1839
Si  6.7375  4.1872  4.0973
Si  9.5416  6.7811  4.041
Si  6.8222  9.7637  3.9682
Si  10.6618  -0.0459  5.4555
Si  2.6307  2.7161  5.3705
Si  -0.0317  5.546  5.6201
Si  2.6655  8.1366  5.5874
Si  5.1522  10.8921  5.6176
Si  7.8214  2.8118  5.493
Si  5.3038  5.4473  5.4488
Si  7.8107  8.163  5.3348
Si  1.3191  1.4918  6.8017
Si  4.1036  3.8923  6.905
Si  1.213  6.901  6.9524
Si  3.8887  9.6222  7.018
Si  6.566  1.2628  6.912
Si  9.3073  4.3389  6.8794
Si  6.6235  6.7281  6.7376
Si  9.3845  9.4554  6.6236
Si  2.642  0.1756  8.4439
Si  10.6918  2.7487  8.1137
Si  2.5023  5.329  8.118
Si  10.6871  8.4084  8.2052
Si  8.1213  0.1887  8.2315
Si  5.6223  2.7143  8.5866
Si  7.902  5.62  8.3093
Si  5.4645  7.9112  8.329
Si  3.8867  1.6349  9.6707
Si  1.5396  3.7329  9.603
Si  3.8305  6.5113  9.5518
Si  0.9567  9.9207  9.7929
Si  9.5242  1.4264  9.6261
Si  7.0122  4.2751  9.9236
Si  9.2692  7.1139  9.3387
Si  6.827  9.051  9.8136
Si  2.2458  8.0601  11.5335
Si  9.4903  7.6423  15.9962
Si  0.1217  0.7433  12.1616
Si  2.0785  5.0473  19.2032
Si  0.2265  5.7397  11.7168
Si  8.9813  9.7201  13.8429
Si  3.3015  0.8642  12.6395
Si  9.0982  3.2101  16.1342
Si  2.2735  8.0555  20.2525
Si  6.7666  8.1068  12.5995
Si  6.5655  6.1771  19.301
Si  4.4646  1.7857  15.2771
Si  7.5275  5.674  16.615
Si  7.3658  1.3139  14.2086
Si  8.6116  2.2513  11.5256
Si  5.3158  5.3438  12.1003
Si  5.0042  4.8189  15.1558
Si  10.4958  1.0765  18.3037
Si  8.8222  7.2627  20.6702
Si  10.4304  8.8496  18.6591
Si  4.1598  8.9493  13.5984
Si  2.7464  0.6336  17.7693
Si  0.6763  4.2191  21.7683
Si  3.2359  8.7424  16.6913
Si  4.7203  0.7747  20.2114
Si  4.9423  9.0235  19.1132
Si  0.1911  5.0548  14.6686
Si  4.7987  3.7894  20.4608
Si  9.7272  1.9142  21.169
Si  2.4665  5.7293  16.3687
O  7.5087  1.7893  12.627
O  6.3003  9.0398  11.3256
O  3.5824  9.0258  19.9645
O  4.1167  5.6975  16.1718
O  3.5965  1.8097  13.9005
O  6.49  6.4934  12.4189
O  10.0247  6.8567  21.5665
O  4.0788  6.4035  22.6346
O  3.3283  0.6861  19.3243
O  8.0357  2.5037  15.2207
O  10.089  2.1054  12.4899
O  4.694  8.8584  17.4446
O  7.0207  10.5029  9.2737
O  2.3777  6.5143  19.7026
O  1.7886  5.0789  14.9566
O  9.2308  8.4119  19.6167
O  10.4146  10.4248  18.3949
O  9.0466  10.8788  1.3941
O  10.2056  9.441  23.2354
O  3.4719  7.8951  12.5675
O  2.6747  2.7054  9.926
O  10.2997  3.6209  15.1411
O  4.6409  0.4211  21.8726
O  10.2729  8.0774  17.2901
O  1.8666  4.8528  17.653
O  9.755  9.0714  15.1682
O  3.3143  4.0297  19.7998
O  0.8925  4.3734  20.0903
O  1.1893  7.0347  12.2626
O  8.4732  3.805  10.9343
O  1.5632  9.5032  11.2249
O  3.4729  8.7996  15.1367
O  6.0008  4.0775  11.2725
O  10.514  4.9817  13.0153
O  4.1201  1.2722  11.2615
O  9.6562  0.58  21.9361
O  9.8977  6.5017  10.6754
O  2.647  7.5353  10.0333
O  5.4623  2.3156  20.0346
O  0.9943  8.6819  19.4955
O  6.6097  9.8262  22.9039
O  8.0194  10.8227  14.5575
O  2.3301  7.3738  16.8044
O  6.7783  4.6992  22.9361
O  0.0789  0.25  10.5499
O  8.1078  7.1568  16.6646
O  5.6865  5.1174  20.1431
O  3.8205  10.355  12.9277
O  8.133  6.0788  19.7676
O  10.6218  2.8561  22.0677
O  4.7776  3.3148  15.5515
O  4.6097  3.9241  22.0628
O  10.0435  10.4339  12.8346
O  5.722  8.446  13.7948
O  5.8596  7.7962  19.4178
O  5.8077  0.9687  14.7152
O  1.3217  1.3411  17.9105
O  1.0626  4.7198  10.8185
O  2.1891  8.2832  21.9005
O  2.5563  10.017  17.5089
O  7.713  7.8353  21.7529
O  8.3737  8.3733  9.8783
O  6.5624  5.4843  15.2169
O  8.2145  8.5404  13.089
O  5.5936  10.5131  19.4391
O  1.7563  0.6427  12.4089
O  6.3746  5.6515  17.7282
O  3.903  1.3045  16.7194
O  4.2611  5.7908  10.9294
O  8.5407  4.4205  16.963
O  8.0866  2.5525  21.574
O  4.7306  4.9629  13.5562
O  10.0841  1.7924  19.6775
O  1.9966  4.0478  22.715
O  9.7763  1.9546  17.0576
O  10.2037  6.3645  15.2419

Results
free energy: -46315.252 eV
free energy less fixed offsets of O -463.61, Si -117.95 eV per atom: 6.408 eV
pressure: -2.38 GPa
stress xx, yy, zz, yz, xz, xy (GPa, positive in tension): 0.74, 1.93, 4.47, -0.36, 0.23, -0.38

Forces (eV/angstrom), in the order of the atoms: element, x, y, z
Si  -0.6259  -2.2165  1.0828
Si  -0.1958  -0.8259  0.1226
Si  0.4223  1.8346  1.4652
Si  1.1916  -0.4774  -2.7708
Si  -2.1463  -0.2985  -0.1245
Si  1.4374  2.5303  -1.1147
Si  0.4413  -0.8618  -0.3201
Si  -0.1521  -0.7432  1.2391
Si  -0.0432  1.0395  -0.7803
Si  0.0866  -0.172  -1.0611
Si  0.3614  -1.2722  -1.2214
Si  1.2196  -0.8001  -0.8763
Si  0.764  -0.6144  -1.0667
Si  -2.0319  -0.4256  -0.6493
Si  -0.1675  -0.7755  -1.6358
Si  -0.2574  1.4914  -2.1662
Si  -0.2321  1.1559  -0.4385
Si  1.2864  -0.54  1.3401
Si  -0.0502  0.2362  1.0262
Si  0.235  -0.5142  3.1821
Si  -0.3785  1.075  1.3449
Si  -1.525  -0.3728  2.6057
Si  0.1503  -0.1744  0.1822
Si  -0.9047  0.0338  0.8381
Si  0.6868  0.4926  0.0012
Si  0.3831  -1.0817  -1.6495
Si  1.1079  -0.0863  -0.8179
Si  -1.7457  -0.8822  0.3585
Si  0.3  0.0039  -0.9371
Si  -0.0506  0.8084  -1.304
Si  -0.9812  1.2059  -0.4177
Si  -1.6304  0.0624  0.1794
Si  1.1404  1.0851  -1.1005
Si  0.7817  0.3935  -0.0508
Si  -0.5179  0.7417  -0.5014
Si  -0.609  1.2012  0.5088
Si  0.9855  0.5263  -1.8728
Si  1.1335  -0.315  1.6277
Si  -1.2044  -0.8606  -0.5113
Si  2.417  -0.1725  -0.295
Si  -0.4814  -1.4946  0.5597
Si  -0.336  0.8793  -0.0158
Si  0.8346  0.5985  0.4767
Si  0.0487  -1.4399  1.0735
Si  0.5907  1.9058  0.0306
Si  -1.0137  -2.1843  0.7176
Si  -0.0123  0.7223  0.423
Si  -1.7446  0.7344  1.2615
Si  -0.7242  -1.3179  -1.2162
Si  -0.1057  0.8019  0.7768
Si  1.0368  -1.2195  -0.4129
Si  1.0634  -0.5481  -0.7725
Si  1.1597  -0.631  -1.0084
Si  0.034  0.311  -1.1853
Si  0.7597  -0.0617  -0.786
Si  -1.9179  0.57  0.066
Si  0.1173  0.4731  1.3818
Si  -1.2529  2.6934  -2.0466
Si  0.3575  0.5639  -1.1858
Si  0.8094  1.5201  -1.5636
Si  -0.2677  -1.5351  -1.9254
Si  0.3811  -2.934  2.0431
Si  -0.5468  0.5553  0.647
Si  1.4125  -2.6151  -0.5157
Si  -0.8376  -2.2374  0.1611
Si  2.2433  1.1104  -0.8734
Si  1.0239  -1.1871  1.6985
Si  2.2004  -3.0844  3.7196
Si  0.3448  3.0208  -0.7385
Si  1.4579  0.7116  1.8368
Si  1.7743  -0.2715  -1.1645
Si  2.7566  -3.9097  0.6563
Si  0.6071  0.9394  1.3979
Si  -2.1152  -1.0518  0.0503
Si  -2.4333  0.8689  -0.7556
Si  1.2018  -0.6065  -0.821
Si  -3.2428  -1.3018  -1.3469
Si  -0.2642  0.1202  2.2658
Si  1.5808  2.1148  1.2488
Si  1.098  0.3799  -0.4866
Si  2.5929  1.9049  -0.9881
Si  1.3059  0.734  -3.3942
Si  -2.3547  1.7075  -0.2307
Si  -0.8164  0.7139  -0.1645
Si  0.0956  -0.9252  2.2068
Si  1.5279  0.2711  1.5114
Si  2.1811  0.414  -1.6044
Si  0.8725  0.2934  1.4978
Si  1.2216  -0.3066  -0.4183
Si  0.2038  1.4455  -2.145
Si  -2.1115  0.1718  -1.4838
Si  -0.8046  0.5899  0.2836
Si  -5.3628  3.4506  1.6453
Si  1.0846  1.6528  0.1565
O  -0.3653  -0.5842  0.8383
O  -0.0029  -0.5202  1.1731
O  -1.0656  -1.7475  -0.2621
O  -2.0886  -0.4153  -0.3928
O  -0.9111  -0.0018  0.48
O  0.0635  0.3093  -1.3516
O  1.4515  -1.4765  1.6572
O  -1.3103  2.1183  1.1896
O  0.8879  1.1904  0.4391
O  -2.6233  -2.0342  -2.3962
O  -0.0391  -1.2234  -1.7738
O  -0.5294  -0.6068  1.0589
O  -0.3842  1.3381  0.2285
O  0.3488  1.8012  0.421
O  0.2158  1.3838  1.9706
O  -0.6179  -0.1821  0.6758
O  -1.4018  2.0019  -0.3826
O  0.7809  -1.6551  -0.7944
O  1.0672  1.7591  -0.0064
O  0.3691  0.9527  0.2272
O  0.1812  -0.0535  0.8192
O  0.7688  1.5381  0.3262
O  0.5532  0.2905  -1.3933
O  1.5354  -0.4267  1.1316
O  0.319  0.9477  -2.4636
O  -1.5927  -1.4437  -1.4001
O  0.0107  0.7003  -1.4129
O  -1.0095  0.147  1.6459
O  -0.8699  -0.9512  -1.2342
O  -1.4666  -0.7616  -0.7342
O  0.5937  -1.8848  0.4968
O  0.8601  1.1693  -3.3866
O  0.2515  1.5901  0.1955
O  0.4355  0.3145  1.167
O  -0.2545  -0.4628  1.0149
O  0.8178  -3.1478  1.7764
O  1.327  -1.8825  2.1045
O  -0.3592  1.225  1.1068
O  -1.9216  -0.8164  0.4565
O  2.0042  -0.8947  1.215
O  0.1036  -0.0123  -0.2099
O  0.01  0.9779  -1.5923
O  -0.3134  -1.6602  -0.0278
O  -0.6402  -1.2666  0.4368
O  -1.5406  1.2425  -0.8158
O  0.2564  0.1951  -1.3855
O  0.6662  0.3066  -0.6357
O  0.7231  -0.4122  0.7971
O  -0.7548  0.7862  0.2444
O  0.7237  -0.5881  -0.6542
O  0.6844  0.1054  0.5171
O  0.1481  -0.007  0.6181
O  0.2321  0.4789  0.0627
O  -1.4541  1.4557  -0.1041
O  2.8167  -4.2884  0.7518
O  0.7155  1.3895  0.2122
O  -0.5399  0.4635  -0.0986
O  0.0989  -0.9717  0.2486
O  0.3536  -1.4426  0.0743
O  -0.9798  -0.9002  -2.2438
O  0.39  -0.4806  -0.7407
O  -1.9384  0.7608  0.406
O  0.4819  -1.252  1.774
O  0.3918  -0.4869  -0.2904
O  -0.6369  0.3689  0.7422
O  -3.2059  1.8139  0.4099
O  0.6426  0.671  2.371
O  -1.8304  -1.176  0.0975
O  0.5222  -0.1073  1.3623
O  -0.794  1.9764  0.0606
O  1.6107  -0.2109  0.5626
O  -0.675  -0.083  -0.7636
O  0.2132  -0.1297  -1.4538
O  -0.2587  -0.3498  -0.5198
O  -0.6464  0.0249  1.2222
O  0.0796  -0.3055  0.1695
